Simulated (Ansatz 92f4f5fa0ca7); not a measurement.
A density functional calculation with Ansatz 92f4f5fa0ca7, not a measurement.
Periodic cell of 237 atoms, Si147O90, from a study of silicon, its oxide and their interface. The atomic structure is a simulated model.
Doubt: the cutoff is far below the 930 eV that the study's wrapper takes by default for these files, so forces and energies are approximate.

Settings
functional: PBE
potential files: Ansatz PAW
basis: plane waves
wave-function cutoff: 580 eV
density cutoff ratio: 5
exchange-correlation grid ratio: 1
k mesh: 1 x 1 x 1, Gamma-centred
self-consistency stop: 5e-08 eV per atom in the density residual
occupations: fixed
spin: none
net charge: 0

Cell vectors (angstrom)
a 11.6015 0 0
b 0 10.938 0
c 0 0 32.9424

Atoms: element, x, y, z (angstrom)
Si -0.1402 0.0305 24.1432
Si 3.8497 0.1139 24.2768
Si 7.4454 -0.0832 24.3653
Si 1.8326 1.3174 24.165
Si 5.7352 1.5104 24.4068
Si 9.397 1.1797 24.066
Si -0.0174 5.2426 24.1793
Si 3.7219 5.736 24.2468
Si 7.5392 5.6941 24.1247
Si 1.6783 6.8409 24.4542
Si 5.643 7.0436 24.2756
Si 9.7313 6.7073 24.0467
Si 1.8767 2.6637 26.1213
Si 5.7377 2.8906 26.2406
Si 9.5101 2.6849 25.9772
Si -0.095 3.9731 26.1171
Si 3.746 4.1628 26.0766
Si 7.6798 4.2392 26.0598
Si 1.8126 8.271 26.2902
Si 5.6794 8.2676 26.252
Si 9.6216 8.0895 26.0663
Si -0.1339 9.626 26.1459
Si 3.7598 9.6567 26.2021
Si 7.6836 9.505 26.2355
Si -0.0756 0.0289 28.1097
Si 3.833 0.0392 28.1404
Si 7.7052 0.005 28.1163
Si 1.8878 1.3784 28.1103
Si 5.7738 1.4044 28.1067
Si 9.5977 1.4191 28.0452
Si -0.0522 5.417 28.0624
Si 3.7967 5.4573 28.0835
Si 7.7134 5.4748 28.0943
Si 1.8669 6.8262 28.1436
Si 5.7444 6.8172 28.1265
Si 9.6494 6.8362 28.0902
Si 1.9336 2.7345 30.0431
Si 5.8008 2.7345 30.0431
Si 9.6679 2.7345 30.0431
Si 0 4.1018 30.0431
Si 3.8672 4.1018 30.0431
Si 7.7343 4.1018 30.0431
Si 1.9336 8.2035 30.0431
Si 5.8008 8.2035 30.0431
Si 9.6679 8.2035 30.0431
Si 0 9.5708 30.0431
Si 3.8672 9.5708 30.0431
Si 7.7343 9.5708 30.0431
Si 0 0 31.9767
Si 3.8672 0 31.9767
Si 7.7343 0 31.9767
Si 1.9336 1.3673 31.9767
Si 5.8008 1.3673 31.9767
Si 9.6679 1.3673 31.9767
Si 0 5.469 31.9767
Si 3.8672 5.469 31.9767
Si 7.7343 5.469 31.9767
Si 1.9336 6.8362 31.9767
Si 5.8008 6.8362 31.9767
Si 9.6679 6.8362 31.9767
Si 1.9336 2.7345 0.9679
Si 5.8008 2.7345 0.9679
Si 9.6679 2.7345 0.9679
Si 0 4.1018 0.9679
Si 3.8672 4.1018 0.9679
Si 7.7343 4.1018 0.9679
Si 1.9336 8.2035 0.9679
Si 5.8008 8.2035 0.9679
Si 9.6679 8.2035 0.9679
Si 0 9.5708 0.9679
Si 3.8672 9.5708 0.9679
Si 7.7343 9.5708 0.9679
Si 0.0525 0.0062 2.8683
Si 3.9404 -0.0266 2.9281
Si 7.7755 -0.0276 2.9246
Si 2.0084 1.3388 2.8682
Si 5.8473 1.3636 2.939
Si 9.7135 1.3534 2.8839
Si 0.0645 5.463 2.9054
Si 3.9082 5.4464 2.9324
Si 7.7579 5.4804 2.8549
Si 1.9961 6.869 2.9495
Si 5.819 6.8443 2.9268
Si 9.7194 6.8179 2.8679
Si 2.0577 2.6475 4.8299
Si 5.8599 2.6591 4.9608
Si 9.7476 2.7176 4.8089
Si 0.1505 4.0601 4.8236
Si 3.9688 4.1087 4.9176
Si 7.7705 4.0405 4.7134
Si 2.0562 8.3314 4.8727
Si 5.8448 8.1255 4.9503
Si 9.7989 8.165 4.7935
Si 0.0679 9.6313 4.8168
Si 4.0237 9.6756 4.979
Si 7.797 9.4644 4.8335
Si -0.0198 0.0391 6.7409
Si 4.0085 0.0684 7.0241
Si 7.7715 -0.145 6.7467
Si 2.003 1.2743 6.7878
Si 6.0375 1.3933 7.0195
Si 9.6165 1.3092 6.7049
Si 0.3756 5.4699 6.7004
Si 3.9295 5.5113 6.8734
Si 7.85 5.4258 6.5671
Si 2.1548 7.0225 6.7887
Si 5.9757 6.7832 6.9364
Si 9.8929 6.5477 6.5166
O 6.2386 7.6895 8.3492
O 7.9834 4.5624 7.9831
O 11.2784 9.8482 7.9447
O 9.3885 2.2632 8.0755
O 7.7282 9.8894 8.1696
O 9.8338 7.275 7.9906
O 2.3185 7.8473 8.2668
O 6.6825 2.2726 8.3624
O 0.685 4.5761 8.1068
O 3.8505 10.0275 8.404
O 9.7591 4.3582 12.4244
O 1.9895 2.2651 8.1304
O 1.3844 7.8867 23.1819
O 5.8868 2.4415 23.0193
O -0.1035 10.044 22.7375
O 1.9471 2.3076 22.8221
O 3.5725 5.3289 22.6317
O 4.2046 10.1303 22.9223
O 9.0548 1.7666 22.5217
O 5.5059 7.8115 22.7723
O 10.2596 7.6914 22.7687
O 6.9273 4.8963 22.7853
O 6.9592 9.9381 23.0411
O 0.2806 4.3892 22.7326
Si 4.1124 6.5764 14.0151
Si 10.9045 2.2007 19.5179
Si 3.6588 4.804 21.0986
Si 1.1509 3.3248 21.8317
Si 7.5562 4.4596 15.299
Si 1.7154 0.528 13.0447
Si 11.4896 7.7357 19.4415
Si 1.2645 13.9173 11.4549
Si 4.1417 8.3975 16.4903
Si 3.1431 12.6413 15.4273
Si 13.6445 3.8063 8.6418
Si 0.0703 8.4601 22.3992
Si 8.8268 8.9648 18.3265
Si 6.4886 10.5511 19.7904
Si 7.177 8.7423 9.1854
Si 10.8328 0.2044 17.307
Si 1.035 8.7363 16.724
Si 9.7994 7.277 9.5983
Si 5.218 0.2843 16.9936
Si 5.5564 9.3947 22.3679
Si 2.8341 9.059 9.2405
Si 15.1342 8.9052 12.2397
Si 9.7802 2.1335 15.1335
Si 8.0939 3.084 8.6569
Si 8.8782 4.7192 11.0971
Si 10.369 5.1536 18.5088
Si 10.7578 11.8383 11.5326
Si 4.5538 6.118 18.4543
Si 8.1601 11.6971 13.1233
Si 5.9478 12.9914 14.6955
Si 11.6747 6.0352 15.8823
Si 6.9101 6.1645 12.8531
Si 8.303 1.8302 21.0745
Si 11.5351 20.5813 9.5337
Si 2.8912 4.7375 16.1324
Si 6.5549 9.1737 12.1074
Si 6.3007 3.6317 21.9812
Si 7.6382 6.1539 17.9867
Si 11.066 4.2234 13.3857
O 5.5389 9.6271 20.744
O 10.8297 3.6043 18.6749
O 9.0289 11.7637 14.5023
O 8.414 8.023 9.97
O 0.1876 13.3833 20.8512
O 5.1596 9.6581 16.5511
O 4.2005 7.614 17.914
O 14.1108 -0.8355 12.6513
O 8.795 5.4256 18.9025
O 9.8002 5.8022 10.2786
O 6.2687 12.024 16.0045
O 12.4537 4.1356 12.5363
O 5.0397 9.3846 12.6893
O 11.3295 6.1024 19.4395
O 15.1115 8.5479 10.6416
O 1.5228 9.8883 9.7817
O 11.2259 5.4674 14.4235
O 0.9162 8.2069 18.2681
O 7.494 3.2255 20.9567
O 7.1665 7.7507 12.6182
O 7.6423 -1.3442 19.2005
O 11.4438 0.8925 18.68
O 8.4715 3.4024 10.2227
O 11.7069 11.2537 12.7566
O 7.5907 10.2351 12.7653
O 9.5 10.1714 17.4407
O 14.77 18.4802 13.0834
O 3.3109 5.3237 14.664
O 10.4791 12.4761 16.4539
O 13.643 3.7428 10.2675
O 7.4375 5.3692 11.5333
O 4.6909 7.4682 15.2659
O 3.9956 5.0492 17.316
O 6.8627 12.6695 13.3715
O 4.3699 12.8046 14.3453
O -2.3848 12.1605 11.9672
O 3.7195 0.9172 16.7535
O 11.8249 7.6641 15.7789
O 2.26 4.0062 20.8387
O 5.3093 5.9622 13.0917
O 1.9741 22.7652 14.6251
O 0.4659 8.2735 20.8385
O 3.8013 5.8941 19.8862
O 8.1367 7.6756 17.5713
O 2.6246 3.1441 15.9697
O 13.8038 1.8048 12.1196
O 10.0077 8.3897 19.2766
O -0.1294 13.1944 10.9482
O 1.4604 16.3658 16.4952
O -0.9395 10.7329 10.3588
O 7.4335 5.3023 16.6459
O 8.7609 14.307 15.4426
O 11.9874 10.2248 16.6179
O 3.4246 4.5553 8.1812
O 5.6698 0.3478 18.5678
O 6.399 9.3634 10.4862
O 10.5113 5.6114 16.9442
O 10.9242 2.7878 14.1694
O 14.1898 8.8378 16.2449
O 6.1779 6.0771 18.7234
O 11.0898 8.1594 10.0806
O 9.3893 1.7692 19.8852
O 5.0079 3.8976 21.0261
O 7.7482 5.5672 14.1192
O 6.1757 14.5579 15.0815
O 7.1964 0.6879 20.771

Results
free energy: -144631.978 eV
free energy less fixed offsets of O -568.88, Si -635.61 eV per atom: 1.892 eV

Forces (eV/angstrom), in the order of the atoms: element, x, y, z
Si -0.0071 -0.3394 -0.2642
Si -0.0469 -0.2082 -0.1767
Si -0.0153 -0.1339 -0.1313
Si 0.1143 0.2601 -0.2376
Si -0.0041 0.4246 -0.2069
Si -0.1997 -0.0523 -0.5225
Si 0.1258 -0.3543 -0.3156
Si -0.2196 -0.0727 -0.4593
Si -0.1767 -0.1856 -0.3321
Si 0.113 0.3596 -0.0465
Si 0.2044 0.2904 -0.2566
Si 0.1019 0.1441 -0.3194
Si -0.0019 0.164 0.1841
Si -0.0619 0.1603 0.147
Si 0.0647 0.1163 0.2652
Si -0.0058 -0.2203 0.2039
Si 0.0632 -0.1599 0.0762
Si 0.1119 -0.1393 0.1727
Si -0.0312 0.1808 0.0759
Si 0.0438 0.2832 0.1237
Si -0.0453 0.2177 0.1747
Si 0.0732 -0.1977 0.0495
Si 0.0402 -0.1761 0.1249
Si -0.0948 -0.2395 0.1548
Si -0.0421 0.0889 -0.1522
Si -0.1062 0.1355 -0.0352
Si 0.0516 0.1002 -0.0256
Si 0.0162 -0.1503 -0.0545
Si 0.0166 -0.1056 -0.072
Si 0.0004 -0.1137 -0.0038
Si -0.021 0.0612 -0.0464
Si 0.0171 0.1476 -0.0165
Si 0.0057 0.1347 -0.1018
Si -0.0049 -0.0944 -0.0411
Si -0.0166 -0.1381 -0.203
Si -0.041 -0.107 -0.0572
Si -0.1068 0.0728 0.0271
Si 0.0339 0.0935 0.1309
Si -0.0755 0.0833 -0.2666
Si -0.043 -0.0559 -0.09
Si -0.0946 -0.0751 -0.1732
Si -0.0008 0.0216 -0.0964
Si -0.1162 0.0093 0.1715
Si -0.0585 0.0122 0.042
Si 0.0616 -0.0055 -0.1561
Si -0.1263 0.0848 -0.0718
Si 0.0351 -0.0075 0.0047
Si -0.0314 0.0233 0.0004
Si 0.0172 0.0325 -0.0224
Si -0.0236 0.07 0.0651
Si 0.0048 0.0232 0.0347
Si -0.006 -0.0447 -0.0193
Si -0.0068 -0.0811 0.0202
Si 0.006 -0.0975 -0.0739
Si -0.0035 0.0877 -0.0648
Si 0.0138 0.1124 -0.0027
Si -0.0092 0.037 -0.0601
Si -0.0069 -0.0139 0.0817
Si 0.0317 -0.0843 0.0415
Si -0.0131 -0.0378 -0.0302
Si 0.1115 0.0147 -0.1038
Si 0.0856 -0.0095 0.2797
Si -0.0282 0.0521 -0.0168
Si 0.1365 -0.0339 0.0235
Si -0.0223 -0.0233 0.1128
Si -0.0204 -0.0556 -0.2924
Si 0.088 -0.0455 0.1625
Si -0.044 0.0279 0.1292
Si 0.0516 0.0282 -0.1465
Si 0.055 -0.1127 -0.1304
Si 0.0995 -0.1006 0.1342
Si 0.0061 -0.02 0.069
Si 0.0211 0.1525 0.0907
Si 0.061 0.1126 0.0533
Si -0.0271 0.0478 0.0645
Si 0.0621 -0.0811 0.1381
Si -0.0562 -0.0807 0.0802
Si 0.0371 -0.1086 0.0376
Si 0.0319 0.1138 0.0722
Si 0.0057 0.093 0.0555
Si -0.0414 0.148 0.1422
Si 0.0133 -0.0514 0.0271
Si -0.0178 -0.1231 0.0799
Si 0.0285 -0.1363 0.0666
Si -0.1099 0.2081 -0.0729
Si -0.0399 0.1799 -0.2331
Si -0.1039 0.2331 -0.0553
Si 0.0659 -0.2761 -0.1575
Si -0.0439 -0.1739 -0.1061
Si 0.0105 -0.2759 0.0224
Si -0.032 0.2543 -0.1362
Si -0.0771 0.1967 -0.2426
Si -0.0457 0.1193 -0.0227
Si 0.0179 -0.1845 -0.2652
Si 0.0108 -0.1531 -0.1865
Si 0.0505 -0.197 -0.108
Si -0.1728 -0.3458 0.1738
Si -0.2517 -0.3405 0.4487
Si -0.0934 -0.4337 0.3155
Si 0.0943 0.457 0.1905
Si 0.316 0.2158 0.2596
Si 0.1236 0.3871 0.283
Si -0.1232 -0.3057 0.2392
Si -0.1208 -0.2026 0.1526
Si 0.1349 -0.37 0.0577
Si 0.2091 0.3321 0.3108
Si 0.1243 0.3066 0.5098
Si 0.1085 0.286 0.2734
O -0.2606 -0.323 -0.5215
O -0.1247 0.0018 -0.1078
O 0.0213 0.0426 -0.345
O 0.001 -0.1934 -0.3143
O 0.0332 0.2327 -0.2816
O -0.0052 0.1115 -0.0596
O -0.0916 -0.2743 -0.3828
O -0.3919 -0.292 -0.4447
O -0.0313 0.1845 -0.2904
O 0.2449 0.3477 -0.5127
O -0.1203 0.0384 -0.143
O 0.0379 -0.1722 -0.176
O -0.0119 -0.0489 0.1151
O -0.0155 -0.1898 0.2446
O -0.0261 0.2114 0.2766
O 0.0165 -0.2392 0.3938
O 0.0375 0.1277 0.3093
O -0.1219 0.1416 0.2536
O 0.2617 -0.0618 0.4991
O -0.041 -0.118 0.3125
O -0.2307 -0.2177 0.3038
O 0.0819 0.207 0.3234
O 0.0965 0.1222 0.1324
O -0.1602 0.2649 0.4208
Si 0.0604 0.1088 0.0356
Si -0.0069 0.0467 -0.317
Si 0.0722 0.092 -0.2795
Si -0.0595 -0.1295 -0.4552
Si 0.0913 0.0739 0.0742
Si -0.0386 0.0222 -0.027
Si -0.2404 -0.0899 -0.3662
Si -0.1493 -0.1703 0.3182
Si 0.0275 -0.0354 0.0138
Si 0.0017 -0.043 -0.0574
Si -0.2583 0.0455 0.3725
Si 0.25 -0.0797 -0.3013
Si 0.0973 -0.1223 -0.1023
Si 0.1894 -0.0077 -0.298
Si 0.1844 0.0514 0.4408
Si -0.0929 -0.0576 0.1092
Si -0.0292 -0.0618 0.108
Si -0.0475 -0.1402 0.2243
Si -0.0419 -0.0858 0.0137
Si 0.0776 -0.0527 -0.3495
Si -0.2461 -0.0347 0.4614
Si 0.0395 0.1378 0.3217
Si 0.017 -0.0032 -0.0174
Si 0.2675 0.211 0.413
Si -0.0392 0.2262 0.2922
Si -0.0509 0.0245 -0.0125
Si 0.1015 0.0743 0.2524
Si 0.1331 0.1042 -0.1153
Si 0.007 -0.0926 -0.0004
Si 0.0156 -0.0492 -0.0366
Si -0.0607 -0.0418 -0.0271
Si -0.0558 0.0953 -0.0066
Si 0.0607 -0.0047 -0.4849
Si -0.0101 0.0149 0.5547
Si 0.0279 0.0427 -0.0156
Si 0.053 -0.0855 0.2784
Si 0.0032 -0.1153 -0.2815
Si 0.0892 0.0772 -0.0386
Si 0.0616 -0.0442 0.0727
O -0.0563 -0.1161 0.3456
O 0.0171 -0.0378 0.0764
O -0.0442 0.0451 -0.0377
O -0.0822 0.0149 -0.1316
O 0.078 0.0561 0.3568
O -0.0116 0.0387 -0.0488
O -0.0164 -0.0423 0.0714
O 0.0174 -0.0741 -0.0637
O -0.0033 -0.0164 0.0117
O 0.0457 -0.0068 -0.1769
O -0.017 0.0185 0.0015
O 0.0588 -0.0336 -0.077
O -0.0315 -0.0271 -0.1408
O 0.0998 0.0641 0.0989
O 0.0203 -0.041 -0.3438
O 0.0761 0.0989 -0.2097
O 0.0146 0.0423 -0.0106
O 0.0208 0.0019 0.1075
O 0.0028 0.0384 0.177
O -0.0006 0.0196 -0.0457
O -0.1891 0.1059 0.1459
O -0.0062 0.0093 0.0052
O -0.1651 -0.1681 -0.3366
O -0.002 -0.028 -0.0771
O -0.0297 -0.0391 -0.0731
O 0.0473 0.0441 -0.0157
O -0.0341 -0.0311 -0.0799
O -0.0018 -0.0167 -0.0293
O 0.0188 0.0026 0.0409
O 0.1256 0.1 -0.3894
O 0.0962 -0.0791 -0.0246
O 0.0101 -0.0326 -0.0175
O -0.0528 -0.0359 0.0486
O -0.0427 0.0351 0.0259
O 0.0159 0.0446 -0.0202
O -0.0106 -0.0109 -0.0329
O 0.0075 0.0273 0.0113
O 0.0144 0.0182 -0.0657
O -0.093 0.0156 0.1565
O -0.0024 -0.0157 -0.0032
O 0.0597 0.0509 0.0614
O 0.0223 0.0569 0.39
O -0.0821 -0.0289 0.2052
O -0.038 0.0015 -0.0027
O -0.012 -0.0106 0.0004
O -0.0241 0.0597 -0.0524
O 0.098 0.0097 0.1012
O 0.0258 0.016 -0.0865
O 0.0476 -0.0149 0.0202
O -0.0048 -0.1294 -0.306
O -0.0479 -0.0638 -0.0574
O -0.0466 -0.0082 -0.0011
O 0.0454 -0.0021 -0.07
O 0.3283 0.1793 -0.3304
O 0.013 0.0088 0.0748
O -0.0591 0.0516 -0.2948
O 0.033 0.0311 -0.0305
O -0.0066 0.029 0.0407
O -0.0442 0.0145 -0.017
O -0.1096 -0.0035 0.0364
O 0.0518 0.0454 -0.2259
O -0.1365 -0.0311 0.2227
O 0.1381 -0.0438 0.1582
O 0.0216 -0.0195 -0.0137
O -0.0332 -0.0489 -0.0049
O -0.0226 -0.0048 0.2182

The program warned: the cutoff lies below the one the program advises for these potential files; the forces do not sum to zero within the program's tolerance; the exchange-correlation potential is rough where the density is thin.
